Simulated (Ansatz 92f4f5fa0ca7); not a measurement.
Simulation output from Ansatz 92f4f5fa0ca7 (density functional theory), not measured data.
Periodic cell of 189 atoms, Si117O72, from a study of silicon, its oxide and their interface. The atomic structure is a simulated model.

Settings
functional: r2SCAN
potential files: Ansatz norm-conserving
basis: plane waves
wave-function cutoff: 1300 eV
density cutoff ratio: 4
exchange-correlation grid ratio: 1
k mesh: 2 x 2 x 1, shifted by 0.5 0.5 0.5 of a step
self-consistency stop: 5e-08 eV per atom in the density residual
occupations: Fermi-Dirac, 0.05 eV
spin: none
net charge: 0

Cell vectors (angstrom)
a  11.5998  0.0378  -0.0774
b  -0.0681  11.6302  -0.0327
c  1.4814  2.8465  24.9234

Atoms: element, x, y, z (angstrom)
Si  -0.1534  7.0618  0.1029
Si  -0.3756  10.1858  -0.3139
Si  0.1673  3.9163  -0.2728
Si  3.6237  7.4224  -0.3994
Si  3.537  10.5889  -0.6633
Si  4.0495  14.3894  -0.2362
Si  7.5508  7.2301  -0.1721
Si  7.3876  10.446  -0.4874
Si  7.6747  4.0462  -0.3239
Si  1.8116  7.0729  1.198
Si  1.6516  10.8859  0.8172
Si  1.9632  3.2202  1.1157
Si  5.5385  7.1448  1.0066
Si  5.4721  10.9967  0.8318
Si  5.8039  3.5578  1.1638
Si  9.367  7.1342  1.1439
Si  9.3499  10.9056  0.8428
Si  9.6653  3.4194  0.849
Si  1.6979  9.0783  2.4163
Si  1.6557  12.8211  2.2598
Si  1.8836  5.1402  2.5075
Si  5.5168  9.0863  2.3734
Si  5.6227  12.9718  2.2281
Si  5.6033  5.3436  2.5285
Si  9.4065  9.1275  2.3803
Si  9.4521  12.9522  2.0987
Si  9.5519  5.1641  2.4737
Si  -0.2011  9.0345  3.7667
Si  -0.2603  12.884  3.6733
Si  -0.1411  5.1706  3.8124
Si  3.6321  9.0908  3.7995
Si  3.612  12.9358  3.6109
Si  3.7222  5.207  3.9101
Si  7.4921  9.0954  3.7649
Si  7.538  12.956  3.5659
Si  7.5505  5.2154  3.7942
Si  -0.1768  7.1385  5.1274
Si  -0.2221  11.0223  5.1234
Si  -0.1402  3.1417  5.0947
Si  3.6101  7.1569  5.1934
Si  3.6835  11.0639  5.1252
Si  3.6797  3.182  5.1361
Si  7.5159  7.1539  5.0641
Si  7.4844  11.0893  5.0856
Si  7.5833  3.2283  5.0289
Si  1.6975  7.1679  6.586
Si  1.7208  11.0303  6.5
Si  1.7562  3.1771  6.4923
Si  5.5525  7.1694  6.482
Si  5.5876  11.0139  6.4922
Si  5.585  3.2116  6.4396
Si  9.4827  7.1663  6.4648
Si  9.4894  11.0624  6.4424
Si  9.4922  3.2262  6.3968
Si  1.6802  9.1066  7.9738
Si  1.7382  12.9002  7.9576
Si  1.6975  5.128  7.7585
Si  5.5079  9.0552  7.8317
Si  5.6319  12.9347  7.7734
Si  5.5527  5.1594  7.7816
Si  9.3973  9.125  7.81
Si  9.5164  13.0003  7.8085
Si  9.4843  5.1824  7.7258
Si  -0.3018  9.2023  9.3636
Si  -0.2149  12.9595  9.3326
Si  -0.2371  5.086  9.1966
Si  3.6245  8.9913  9.2757
Si  3.752  12.7995  9.1524
Si  3.578  5.1492  9.1452
Si  7.4408  9.0576  9.1179
Si  7.5351  12.92  9.1188
Si  7.4926  5.2648  9.0335
Si  -0.4347  7.1202  10.3831
Si  -0.2487  11.1548  10.9387
Si  -0.0483  3.2469  10.7462
Si  3.427  6.9719  10.6825
Si  3.8365  10.8537  10.6813
Si  3.8303  3.1477  10.398
Si  7.2854  7.1381  10.4664
Si  7.5317  10.9483  10.4812
Si  7.6911  3.3003  10.3782
Si  1.2756  7.0438  11.9078
Si  1.9506  11.4157  12.0087
Si  2.0701  2.9659  12.0312
Si  5.3962  6.6378  11.9428
Si  5.9694  10.5082  12.176
Si  5.6935  3.5651  11.5895
Si  9.2422  6.8926  11.6898
Si  9.1244  11.3576  12.21
Si  9.4904  3.6624  11.9124
Si  -0.1637  9.1412  19.2591
Si  3.6086  8.3289  17.2122
Si  6.7447  1.3277  13.5586
Si  8.1942  8.9626  13.6864
Si  6.9055  10.7289  18.0376
Si  7.6231  7.988  16.7808
Si  1.8186  9.1361  13.8254
Si  7.0736  1.6364  16.6393
Si  1.3244  13.4788  21.5899
Si  4.1548  14.7798  21.4449
Si  8.0197  4.3829  23.1217
Si  4.2603  7.4264  14.6464
Si  4.2519  10.4219  19.3155
Si  12.3142  8.4941  16.3668
Si  5.2079  6.072  17.0437
Si  11.3442  5.6859  16.1973
Si  10.6205  14.2471  19.7407
Si  3.614  6.0872  22.4706
Si  8.3173  4.6299  20.1182
Si  10.3416  3.4116  14.5947
Si  12.8038  16.3202  13.9396
Si  5.8122  15.108  18.66
Si  9.8968  6.765  18.5345
Si  4.0961  9.0017  21.914
Si  13.5491  10.701  20.8239
Si  9.5822  11.5758  19.0988
Si  10.0616  1.8451  17.0915
O  4.5073  8.6325  15.8374
O  10.1178  4.7613  15.4994
O  4.8709  9.4889  20.4972
O  -0.2654  8.5522  -0.7531
O  -0.7119  7.649  19.5393
O  -0.479  10.9375  -1.7663
O  7.4886  8.8224  -0.9735
O  12.002  14.4198  20.5159
O  5.0062  14.6766  20.0074
O  7.6116  5.6467  -0.9016
O  0.9512  11.9364  21.3223
O  6.6916  4.4329  24.0267
O  8.7575  6.0871  19.5331
O  5.5291  11.2387  18.6888
O  6.7395  6.6411  16.7551
O  1.1882  9.4562  20.0888
O  14.6734  11.3722  19.7929
O  10.5699  2.077  15.5775
O  11.7549  3.5562  13.7651
O  4.3602  7.1431  18.0366
O  2.8678  7.9084  14.0185
O  5.6365  5.0301  12.3245
O  9.0893  7.6579  17.5024
O  6.853  9.2577  12.8239
O  2.5537  3.8832  13.3171
O  5.8704  -0.0531  13.4316
O  8.2238  0.9578  12.8763
O  12.5568  17.6659  13.0645
O  2.3167  10.5836  13.3623
O  5.0966  16.293  17.803
O  9.0757  7.6899  13.1121
O  3.589  8.9574  -1.0581
O  8.7593  2.912  23.3306
O  2.1216  7.818  16.8889
O  10.8844  2.7438  18.1005
O  10.0749  11.9454  17.583
O  9.2797  3.1348  13.4669
O  5.9642  2.2261  17.6318
O  3.5777  9.6668  18.1306
O  9.1084  10.288  13.4564
O  8.0307  11.1674  19.1281
O  10.8498  5.6442  17.776
O  4.381  6.0837  15.5988
O  2.0736  1.392  12.5246
O  9.4875  5.3193  12.2258
O  0.9737  8.5781  12.5613
O  -1.2122  10.2411  19.7485
O  6.874  9.1878  17.7027
O  3.754  4.7503  21.5522
O  7.3343  3.9519  19.0511
O  11.681  9.3249  17.5892
O  9.6535  15.4494  20.293
O  3.4745  11.3783  -2.1793
O  12.742  5.0901  15.5967
O  5.2746  7.3096  13.4403
O  11.3742  7.3225  15.8351
O  3.4863  6.3716  -1.7106
O  8.4774  2.274  17.0823
O  7.8837  8.6301  15.2903
O  -0.0867  5.5635  -0.6885
O  0.6719  3.149  -1.6806
O  7.4956  2.8362  -1.4371
O  0.9211  9.4564  15.166
O  14.3256  9.9498  21.9885
O  2.8295  13.8547  21.215
O  4.9065  6.2982  23.3646
O  5.8993  2.4458  12.7711
O  7.1107  11.5859  16.7067
O  3.6302  7.463  21.5798
O  7.5903  4.6579  21.5979
O  6.8401  1.8984  15.0308
O  9.877  12.7911  20.0445

Results
free energy: -47203.465 eV
free energy less fixed offsets of O -463.61, Si -117.95 eV per atom: -23.395 eV
pressure: -2.41 GPa
stress xx, yy, zz, yz, xz, xy (GPa, positive in tension): 1.11, 3.75, 2.37, -0.72, -1.56, -1.34

Forces (eV/angstrom), in the order of the atoms: element, x, y, z
Si  -1.1124  0.301  -1.1942
Si  0.5155  -0.4032  -0.6655
Si  -0.2277  0.4936  -0.959
Si  -0.5712  -0.1612  -0.5211
Si  0.206  -0.1493  -0.5693
Si  0.3979  0.6891  -1.0295
Si  -0.7847  0.0759  -1.1152
Si  -0.1043  0.5126  0.1204
Si  -0.2796  -0.1114  0.0164
Si  0.9341  0.5321  -0.0969
Si  -0.2948  -0.3905  -0.0609
Si  0.1854  -0.4468  0.05
Si  -0.0945  0.4592  -0.0176
Si  -0.1643  -0.926  0.0336
Si  0.2478  -0.6798  -0.6736
Si  1.4723  0.0424  0.8152
Si  -0.2217  -0.4025  -0.1323
Si  0.1548  0.2379  -0.1668
Si  0.7395  0.1425  -0.0252
Si  -0.2528  0.1615  0.0476
Si  0.0504  -0.1473  0.0914
Si  0.003  0.4857  -0.1093
Si  -0.3853  0.2497  -0.0766
Si  -0.376  0.1667  0.0726
Si  -0.0659  -0.1723  0.464
Si  0.0052  0.2034  -0.0178
Si  -0.8843  0.2061  -0.63
Si  -0.4288  0.6653  0.0682
Si  0.0677  -0.2629  -0.4519
Si  0.7081  -0.2093  0.3934
Si  -0.1382  -0.0051  0.0116
Si  0.4135  -0.1966  0.1639
Si  -0.1569  0.0136  0.2127
Si  -0.1059  0.4128  -0.3581
Si  0.044  -0.2052  0.223
Si  0.5938  -0.1271  -0.22
Si  -0.0963  -0.1111  0.5088
Si  0.117  -0.549  -0.1085
Si  -0.364  0.5103  0.1344
Si  -0.024  0.3719  -0.003
Si  -0.3389  -0.1167  -0.2849
Si  -0.1809  -0.0006  -0.5666
Si  0.0704  0.2196  1.0447
Si  0.5341  -0.3617  -0.1347
Si  -0.7037  -0.1236  0.3043
Si  -0.1744  -0.0118  -0.3002
Si  0.0529  -0.1445  0.1322
Si  0.0692  -0.4321  0.1541
Si  0.4185  -0.5945  -0.3194
Si  -0.0178  -0.0462  -0.366
Si  0.7977  -0.095  -0.1003
Si  0.0817  0.106  -0.5652
Si  -0.5384  -0.0032  -0.1364
Si  0.2867  0.1624  -0.1028
Si  -0.3668  0.2808  -0.2965
Si  -0.3341  -0.041  -0.4559
Si  -0.395  0.3197  0.5561
Si  0.034  0.1789  0.0414
Si  -0.2027  0.125  0.0788
Si  -0.3868  0.4077  -0.2281
Si  0.4882  0.0102  0.0604
Si  -0.3652  -0.4012  0.0127
Si  -0.3754  0.043  0.003
Si  -0.0647  0.2924  -0.1192
Si  0.1984  -0.1351  0.3453
Si  0.3692  0.1231  -0.0566
Si  -0.1313  -0.3258  0.4957
Si  0.5726  -0.251  0.5331
Si  0.2679  -0.2836  0.1035
Si  0.1466  0.0515  0.2606
Si  0.3327  0.0407  0.3211
Si  0.5896  -0.5633  0.23
Si  -0.2375  -0.4071  0.3589
Si  -0.0596  0.0851  0.1648
Si  -0.1218  0.3036  0.5255
Si  -0.1612  0.1874  -0.09
Si  0.0913  0.1294  0.3086
Si  -1.3398  0.3574  0.1689
Si  -0.1212  -0.3337  0.282
Si  0.2883  0.4381  0.0325
Si  -0.3378  0.444  0.2597
Si  -0.2773  0.676  0.4985
Si  0.0049  1.1473  -0.2616
Si  0.6556  -1.0182  -1.2567
Si  0.3244  -0.8522  -0.1838
Si  -0.2257  0.5906  -0.8768
Si  1.455  -0.5793  0.8235
Si  0.4247  -1.4387  0.5877
Si  -0.7467  0.1604  -0.329
Si  -0.17  1.5346  -0.5402
Si  0.3279  0.2823  0.3155
Si  1.3663  0.99  0.9861
Si  0.3922  -0.3425  -0.99
Si  0.7307  -0.92  1.4401
Si  -0.2378  1.2284  0.9805
Si  0.7171  1.7875  0.516
Si  -1.359  0.2865  0.6923
Si  0.2216  -2.0162  -1.1269
Si  -0.4918  0.6682  0.0835
Si  -0.3255  0.7204  -1.8929
Si  0.9067  0.148  -0.0026
Si  0.6322  1.0655  2.5626
Si  2.6288  1.0839  0.3091
Si  -0.2415  1.3065  -0.5579
Si  -0.7189  0.7513  1.0489
Si  -1.8208  0.7161  0.2153
Si  -1.2412  0.6597  -0.5463
Si  -1.4911  0.2544  -1.7292
Si  1.1662  0.2962  0.7082
Si  1.4604  -0.8831  1.7538
Si  0.8363  0.4013  0.1512
Si  -1.8282  -0.9598  -0.4128
Si  0.0822  -1.136  1.8198
Si  -0.7786  -0.3556  -2.9335
Si  -1.0487  1.2258  -1.7699
Si  0.0593  -2.6204  -0.4905
Si  -1.1943  -0.4411  -1.4462
O  -0.7991  -1.1972  -0.7334
O  1.1576  0.3619  -0.2983
O  -1.0054  -0.3342  1.6467
O  0.1477  -0.2607  1.0984
O  -0.3877  -0.3494  -0.4185
O  0.1155  0.2235  -0.4582
O  -0.0122  -0.5923  0.5944
O  0.1284  -0.4402  0.3382
O  -0.2411  0.207  0.7565
O  -0.0258  -0.0224  0.3734
O  1.3719  -2.0236  -0.5105
O  -1.7151  0.792  0.8713
O  0.6014  -0.1788  -0.3273
O  -1.2896  -0.6111  0.7731
O  -0.9352  -0.351  0.2443
O  0.0081  0.515  0.3518
O  -1.1862  0.2146  1.4128
O  -0.229  1.082  -0.7529
O  -0.8822  0.0323  0.4818
O  0.9391  -0.8774  -1.3909
O  -0.2432  0.0593  0.054
O  -0.2556  0.7782  -0.4639
O  -1.7714  0.78  -1.3949
O  -0.8082  -0.1717  -0.0672
O  -0.9361  0.8492  0.8362
O  0.1855  0.0959  0.0276
O  0.0043  -0.1938  -0.1238
O  0.1747  -0.1201  -0.2546
O  0.3047  0.059  0.3254
O  0.1344  0.6119  -0.5023
O  -0.7041  0.9616  0.0679
O  0.0237  0.02  0.6037
O  -0.033  -0.0177  0.0825
O  0.1489  0.0457  -0.0008
O  0.4105  0.5375  2.6314
O  -0.0033  -0.1141  0.0435
O  -0.6268  0.0797  -0.8176
O  -0.1418  0.5452  0.2674
O  -0.9273  -2.274  -2.4002
O  0.3447  -0.1749  0.0765
O  0.0723  -0.0998  -0.2803
O  0.3156  0.634  -0.4604
O  0.1807  -0.0714  -0.089
O  -0.1575  -0.594  -0.4302
O  -0.2272  -0.0562  -0.8273
O  0.2147  -1.0614  -0.2829
O  -0.5824  0.6582  -0.4854
O  1.0068  -2.6759  -1.1354
O  0.4614  -0.9625  0.6914
O  1.1864  0.36  0.6394
O  0.2087  -0.1133  -0.2963
O  -0.1178  -0.755  -0.6646
O  -0.1303  -0.4116  1.0789
O  0.3061  -0.2703  -0.8331
O  0.548  -0.0764  -0.5373
O  -0.5722  -2.3936  0.0692
O  0.8483  0.7648  1.7554
O  0.689  0.0635  0.1064
O  0.1072  -0.1373  -0.7563
O  0.2833  -0.6763  0.5569
O  0.2044  0.4618  0.5039
O  -0.1588  -0.1683  0.0251
O  0.8533  -0.8029  -0.2192
O  0.8953  -0.1605  0.8308
O  0.9108  0.4498  0.4868
O  1.4678  -0.7477  1.6648
O  -0.0257  0.1239  -0.2814
O  -0.024  2.1898  -0.7965
O  0.2048  0.1822  0.7582
O  0.317  -0.1797  -1.5215
O  0.1818  0.0239  1.9703
O  0.8399  2.6359  0.6904
